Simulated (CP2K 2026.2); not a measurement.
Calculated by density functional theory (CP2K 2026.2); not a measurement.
Periodic cell of 1182 atoms, Si850O332, from a study of silicon, its oxide and their interface. The atomic structure is a simulated model.
Doubt: the forces sum to 1.42 eV/angstrom along one axis rather than to zero, so they err by at least 0.0012 eV/angstrom per atom on average; the grid cutoff is modest.

Settings
functional: PBE
method: Gaussian and plane waves
basis set: DZVP-MOLOPT-SR-GTH
pseudopotentials: GTH-PBE
grid cutoff: 350 Ry, relative cutoff 50 Ry
k points: Gamma only
occupations: fixed
spin: none
net charge: 0

Cell vectors (angstrom)
a	16.4025	0	0
b	0	32.805	0
c	0	0	40.1815

Atoms and the computed forces on them: element, x, y, z (angstrom), force x, y, z (eV/angstrom)
Si	16.2873	32.7702	40.0051	-0.3545	0.1529	-0.0346
Si	2.0657	3.1415	40.1479	-0.3698	-0.1519	0.1871
Si	0.0343	5.4276	0.377	0.2618	0.1969	-0.2001
Si	2.3072	8.4975	40.0887	0.0047	-0.0418	-0.1217
Si	0.2547	10.68	0.5566	-0.1074	0.0645	-0.3975
Si	2.8699	13.3786	0.1395	-0.3847	0.2029	0.0589
Si	16.2895	17.3762	39.7257	0.5222	0.2272	0.0022
Si	2.8926	19.4399	0.3922	0.1496	-0.0171	0.0598
Si	16.1362	21.9936	0.239	-0.075	-0.0447	-0.2283
Si	3.0826	24.1454	40.1286	0.2016	-0.0297	0.0861
Si	0.0063	27.5447	0.0609	0.012	-0.0238	-0.0598
Si	2.9031	29.9497	0.0341	-0.0876	-0.3449	-0.4884
Si	6.0176	0.5276	39.3189	0.1564	0.1769	-0.1728
Si	8.4351	2.7663	0.365	0.1996	-0.1371	-0.1378
Si	6.2875	4.8474	39.8281	0.6215	0.1988	-0.2226
Si	7.9823	8.184	39.2697	-0.0323	0.0192	0.1208
Si	5.2083	11.2264	0.1936	-0.1887	0.1609	-0.0826
Si	7.9166	13.9458	0.1693	-0.0097	-0.0722	-0.037
Si	5.8415	16.3097	40.1596	0.1857	-0.2676	0.1166
Si	7.76	19.8994	0.1558	-0.0573	0.112	-0.0882
Si	5.4497	22.0484	0.434	-0.1238	-0.2804	-0.0634
Si	8.1163	24.2677	40.1784	0.0777	-0.0982	0.2156
Si	5.0969	27.6541	0.2807	0.073	0.1249	-0.0789
Si	8.3697	29.5506	39.7976	-0.2439	0.0826	0.0238
Si	10.5142	0.4977	39.991	-0.1933	0.0155	-0.2054
Si	14.2349	1.3852	39.8288	0.0674	0.0597	-0.0311
Si	11.2197	5.2654	40.1447	0.1759	0.1169	-0.1681
Si	14.313	7.665	40.0983	0.0663	0.0808	-0.0589
Si	11.4918	11.1645	40.1153	0.2081	0.2378	0.2937
Si	13.4868	13.9383	0.0805	0.0013	-0.1242	0.0671
Si	11.2685	16.2295	39.8898	-0.1	0.1767	-0.1076
Si	14.3154	18.8173	0.0407	-0.0639	0.2137	-0.1211
Si	10.6354	22.3979	0.1959	0.3134	-0.1951	-0.4211
Si	13.8925	24.3231	0.341	-0.1019	0.0785	-0.3475
Si	10.8411	27.4773	39.9991	0.0769	-0.0518	0.05
Si	14.0914	29.5494	40.0842	0.2445	0.2089	-0.1636
Si	1.2343	1.301	1.2593	0.1371	-0.0117	-0.1983
Si	3.8276	3.7637	1.4415	-0.1238	0.0745	0.2348
Si	1.4513	6.8666	1.5117	-0.0322	0.1417	-0.365
Si	4.0874	9.5	1.3078	-0.3662	0.0028	-0.0165
Si	1.4911	12.2828	1.6876	0.0406	-0.0906	-0.32
Si	4.0732	15.1724	1.2432	0.1554	-0.1859	-0.2982
Si	1.3034	18.0721	1.3947	-0.024	-0.0993	-0.2948
Si	4.1481	20.7071	1.8042	0.0278	0.0837	-0.3235
Si	1.4448	23.1866	1.3701	-0.003	-0.1407	-0.169
Si	3.9787	25.9177	1.374	0.0198	-0.0874	-0.0813
Si	1.3948	28.7779	1.4572	0.1782	0.0192	-0.0521
Si	4.3125	31.4854	1.0553	0.2211	0.0799	-0.2033
Si	6.8282	1.3615	1.2583	0.0638	0.1488	-0.0646
Si	9.9789	3.9921	1.5149	-0.1655	0.2331	-0.0679
Si	7.0843	6.7515	0.8743	-0.0405	0.0208	0.2178
Si	9.9847	9.6994	1.0923	-0.086	0.0739	-0.2002
Si	6.8185	12.3527	1.49	0.0325	0.1427	-0.0506
Si	9.6349	15.2067	1.2409	-0.0135	-0.1695	-0.2417
Si	6.8662	17.9746	1.3435	-0.1137	0.1391	-0.1887
Si	9.519	20.738	1.4846	-0.1002	0.1702	-0.1287
Si	6.8373	23.3458	1.7148	0.0735	0.1198	-0.3261
Si	9.4763	25.9601	1.1293	0.0137	0.0048	-0.2092
Si	6.85	28.7449	1.3364	0.0603	0.0564	-0.1156
Si	9.4537	31.3927	0.9074	0.1006	0.0688	-0.0893
Si	12.3775	1.0668	1.2236	0.0916	0.2626	-0.0995
Si	15.0643	3.8296	1.3066	-0.1728	0.0498	-0.4483
Si	12.5239	6.751	1.2434	0.0041	-0.012	-0.2101
Si	15.1121	9.3258	1.5636	-0.0825	-0.185	-0.1908
Si	12.3885	12.4994	1.5906	0.1699	-0.0995	-0.1375
Si	15.1513	15.0993	1.2395	-0.1449	-0.2426	-0.3081
Si	12.4009	17.869	1.1298	-0.0281	-0.2636	-0.0574
Si	14.9873	20.4822	1.5963	0.0989	-0.0466	-0.0769
Si	12.2246	23.3562	1.6444	0.0222	-0.1716	0.0606
Si	15.0773	26.0554	1.3646	0.1974	-0.0936	-0.1698
Si	12.365	28.5926	1.242	0.0267	0.1126	-0.1083
Si	15.1418	31.2368	1.2395	-0.0253	-0.0723	-0.0473
Si	16.3584	2.5417	2.7697	-0.1223	0.0191	0.139
Si	2.8704	0.0055	2.5021	-0.1811	0.2574	-0.1151
Si	0.0821	8.078	2.9587	-0.1709	0.0142	0.0958
Si	2.8059	5.4127	2.7631	-0.0017	0.114	0.1317
Si	0.0362	13.7561	2.7553	-0.0519	-0.038	0.1008
Si	2.8492	10.8439	2.8995	0.1181	-0.0946	-0.027
Si	0.0042	19.2581	2.942	0.0805	-0.0904	0.096
Si	2.6842	16.5304	2.6415	0.1204	-0.0583	-0.0381
Si	0.0381	24.6384	2.697	0.0712	-0.0827	0.2027
Si	2.6729	22.0005	2.9824	0.0127	0.0283	0.1532
Si	0.0394	30.0724	2.7919	0.0171	0.1509	0.1362
Si	2.6715	27.3066	2.7623	0.0085	-0.1306	0.213
Si	5.4079	2.5568	2.7266	-0.1586	0.0389	0.2328
Si	8.1746	32.6666	2.5197	0.0454	0.0285	0.0725
Si	5.6001	8.0448	2.4578	0.0254	-0.0455	-0.1925
Si	8.4163	5.4705	2.5447	-0.1122	0.3354	-0.0216
Si	5.439	13.802	2.7621	-0.1554	-0.1443	-0.0607
Si	8.3863	10.9123	2.5639	-0.1172	0.0275	-0.0492
Si	5.5074	19.1849	2.8889	0.0978	-0.2731	0.1291
Si	8.2999	16.5983	2.6653	-0.0323	-0.0705	0.013
Si	5.4078	24.7435	2.8656	-0.0595	0.1203	0.1546
Si	8.2172	21.9787	2.9794	0.1777	-0.037	0.2772
Si	5.4941	30.1573	2.637	0.2067	-0.0014	0.2552
Si	8.1968	27.3194	2.6348	0.0691	0.0585	0.1024
Si	11.2072	2.5126	2.7608	0.0735	-0.0102	0.0619
Si	13.6686	32.5275	2.6403	0.0421	-0.0202	0.0761
Si	11.1255	8.2012	2.5674	-0.0731	-0.1248	-0.0025
Si	13.7036	5.2641	2.6579	-0.1135	-0.0419	0.1258
Si	10.9042	13.836	2.7754	0.0109	0.0014	-0.0531
Si	13.7488	10.9161	2.7819	-0.0774	-0.0119	-0.1886
Si	10.9784	19.2258	2.6143	0.0448	-0.0898	-0.0739
Si	13.7351	16.5068	2.6471	0.0117	-0.0666	-0.1173
Si	10.8091	24.77	2.7877	0.0313	0.0636	0.0915
Si	13.5724	21.8717	2.8666	-0.0163	-0.0461	0.2321
Si	10.922	30.0827	2.4676	-0.0718	0.039	-0.1021
Si	13.6595	27.3353	2.7355	0.0845	-0.0046	0.1622
Si	1.3534	4.0257	4.0703	-0.0193	-0.0274	-0.098
Si	4.0885	1.2411	4.117	0.1346	0.0524	-0.0378
Si	1.4286	9.527	4.2315	-0.02	0.0238	-0.0414
Si	4.2482	6.7953	4.0229	-0.043	-0.0972	-0.0712
Si	1.4169	15.114	4.0962	-0.0929	0.0483	-0.0706
Si	4.1768	12.3372	4.1594	0.0649	-0.0587	-0.0677
Si	1.3604	20.5814	4.3073	0.0494	-0.0327	-0.0674
Si	4.0764	17.7811	4.1348	-0.0061	0.1595	-0.067
Si	1.3344	25.9754	4.1804	0.0158	0.0155	-0.1388
Si	4.0988	23.3465	4.2594	-0.0801	0.074	-0.0331
Si	1.4893	31.4648	4.0168	-0.0805	-0.0688	-0.0693
Si	4.1248	28.7285	4.0326	-0.0329	-0.0577	-0.1373
Si	6.9046	4.0715	3.9166	-0.0351	0.0392	-0.2717
Si	9.6001	1.2306	3.9483	-0.0058	-0.0871	-0.0699
Si	6.9311	9.5066	3.8815	0.0972	-0.0678	-0.0071
Si	9.6939	6.8619	3.9757	-0.078	-0.098	-0.0553
Si	6.8994	15.158	4.0434	-0.0455	0.0264	-0.093
Si	9.5808	12.3324	4.0459	0.1095	0.05	0.0285
Si	6.8582	20.5436	4.2639	0.0614	-0.0345	-0.0879
Si	9.6593	17.8864	4.0812	-0.038	-0.1426	-0.0189
Si	6.8514	26.0724	4.1499	-0.0486	-0.0857	-0.0252
Si	9.5842	23.3718	4.2561	-0.157	-0.0465	-0.0732
Si	6.8724	31.4169	4.0682	-0.0968	0.0611	-0.1355
Si	9.5974	28.7193	3.9654	-0.0453	-0.047	-0.1669
Si	12.3838	3.9913	4.1398	-0.0047	0.0937	-0.0669
Si	14.981	1.1683	4.0901	0.0516	0.1425	-0.2398
Si	12.352	9.5458	4.0847	0.0508	0.1423	-0.0092
Si	15.0395	6.649	4.1292	0.1657	0.0109	-0.075
Si	12.3661	15.1411	4.0925	0.0071	-0.0395	-0.1191
Si	15.1014	12.3282	4.1126	-0.0169	0.0006	-0.0452
Si	12.2375	20.4946	4.1803	0.1409	0.0788	-0.0335
Si	15.0346	17.8041	4.1791	-0.0329	0.0293	-0.181
Si	12.2794	26.0332	4.1347	-0.0792	0.0372	0.0771
Si	15.04	23.2789	4.1244	0.0421	-0.0562	-0.2203
Si	12.2431	31.3113	4.0328	0.1007	-0.0124	-0.0146
Si	15.0308	28.7018	4.1092	-0.0318	0.0221	0
Si	16.3772	0.0557	16.4135	-0.0255	0.0189	0.0035
Si	2.7073	2.7724	16.3959	0.0071	0.0023	0.0031
Si	16.3881	5.4807	16.3849	0.0041	-0.0041	-0.0044
Si	2.7423	8.1978	16.3743	-0.0252	-0.0127	-0.0014
Si	16.3857	10.9047	16.3769	0.0031	0.0163	-0.0073
Si	2.7297	13.6237	16.3848	0.0152	0.0086	0.0055
Si	16.3884	16.3429	16.3741	0.0077	0.0012	-0.0058
Si	2.7274	19.0855	16.4013	-0.0019	0.0037	0.0009
Si	16.3743	21.8311	16.4142	0.011	0.0054	-0.0091
Si	2.7102	24.6075	16.4231	0.0148	0.0044	-0.0251
Si	16.3762	27.3776	16.4293	-0.0073	-0.0069	0.0087
Si	2.7094	30.1436	16.4062	-0.0608	0.0019	-0.0033
Si	5.4354	0.0694	16.4125	-0.0289	-0.0006	0.0028
Si	8.1583	2.773	16.4071	-0.0037	0.0108	0.0123
Si	5.4408	5.4804	16.3846	-0.0096	0.0241	0.0052
Si	8.1812	8.1887	16.3921	-0.0114	0.011	0.0025
Si	5.4716	10.9122	16.3917	-0.0055	0.0122	-0.0035
Si	8.1974	13.6372	16.417	0.0138	-0.018	0.0135
Si	5.463	16.3577	16.3973	0.0126	0.0033	0.0058
Si	8.1783	19.0999	16.3967	-0.0126	0.0317	0.003
Si	5.4645	21.8501	16.4166	-0.0264	0.0044	0.0013
Si	8.1855	24.5954	16.3948	0.0377	-0.0283	-0.015
Si	5.4466	27.3816	16.4036	-0.0071	-0.0174	-0.0059
Si	8.1717	30.1266	16.4047	-0.0363	0.0306	-0.021
Si	10.8992	0.0414	16.4147	0.049	-0.0191	-0.008
Si	13.6352	2.7656	16.3991	0.008	0.0058	-0.0228
Si	10.8889	5.4764	16.4055	0.0051	0.0246	0.004
Si	13.6397	8.1922	16.3993	-0.0315	0.0304	-0.0052
Si	10.9106	10.9006	16.3904	0.0065	0.0144	-0.0025
Si	13.6481	13.6216	16.3732	0.0154	-0.014	0.0004
Si	10.9053	16.356	16.4034	0.0114	0.015	0.0092
Si	13.625	19.0717	16.3961	0.023	0.0342	0.0033
Si	10.9048	21.8419	16.3969	-0.0056	0.0104	0.0059
Si	13.6306	24.5998	16.4042	0.0087	0.0233	-0.0142
Si	10.9154	27.3601	16.4155	0.0224	-0.0101	0.0128
Si	13.658	30.1148	16.4245	0.0223	-0.0387	-0.0103
Si	1.325	1.44	17.7797	0.0066	-0.0572	-0.0082
Si	4.0657	4.1385	17.7663	-0.0297	-0.0253	-0.0148
Si	1.3762	6.8361	17.739	-0.0163	0.0408	0.0026
Si	4.1132	9.543	17.7607	-0.0069	0.0255	0.0123
Si	1.351	12.2616	17.7467	-0.0254	-0.0428	-0.0043
Si	4.1073	14.9751	17.7599	-0.0592	-0.0032	-0.0036
Si	1.357	17.6903	17.745	-0.0186	0.0324	0.0026
Si	4.1072	20.4467	17.7616	0.0011	0.034	-0.0029
Si	1.3434	23.2068	17.7683	-0.0259	0.0085	-0.0092
Si	4.0777	26.01	17.7567	-0.0078	-0.0147	0.0025
Si	1.3349	28.79	17.7697	0.0597	0.0011	-0.0106
Si	4.0535	31.5275	17.7771	0.0605	0.0006	0.0043
Si	6.7757	1.4455	17.7964	0.038	-0.0171	0.0027
Si	9.4936	4.1426	17.7916	0.0241	-0.0476	0.0253
Si	6.7992	6.8356	17.7606	0.0035	-0.0285	-0.0002
Si	9.5389	9.5457	17.7728	0.0265	0.016	0.0118
Si	6.8253	12.2711	17.7827	-0.0294	-0.0317	0.0023
Si	9.5508	15.0067	17.8048	-0.0094	-0.0054	0.02
Si	6.8224	17.7258	17.7694	0.0055	-0.0155	-0.0021
Si	9.5483	20.4578	17.7604	-0.0214	0.0236	-0.023
Si	6.8443	23.2199	17.775	0.0171	0.0585	-0.0174
Si	9.5427	25.9659	17.753	-0.0398	-0.0379	-0.0242
Si	6.8004	28.7676	17.7632	0.047	0.0103	0.0065
Si	9.5126	31.5	17.783	-0.031	-0.0482	-0.0027
Si	12.2493	1.4239	17.775	-0.017	-0.0282	0.0032
Si	15.0042	4.132	17.7584	-0.0292	-0.0225	0.0036
Si	12.248	6.8419	17.7728	0.0354	-0.0086	0.0118
Si	15.0104	9.5612	17.7626	0.0195	-0.0003	0.0071
Si	12.2721	12.2715	17.7492	0.0363	0.0149	-0.0127
Si	15.013	14.9821	17.7372	0.0008	0.0045	-0.0037
Si	12.2577	17.7106	17.7855	0.0072	-0.0023	0.0088
Si	14.9952	20.4297	17.749	-0.0199	0.0025	0.0036
Si	12.2589	23.2189	17.7574	0.0174	-0.0031	-0.0121
Si	14.9826	25.9876	17.7557	-0.0284	-0.0512	-0.0386
Si	12.2798	28.7434	17.773	0.0074	0.0056	-0.0271
Si	15.0182	31.4956	17.7901	-0.022	0.0062	-0.0052
Si	16.3804	2.8179	19.1618	-0.059	-0.0063	0.0229
Si	2.6837	0.0891	19.1557	-0.0853	0.0137	0.0203
Si	0.0074	8.1919	19.0913	0.0089	-0.0456	-0.0301
Si	2.7194	5.4937	19.1547	0.0014	-0.0257	0.0046
Si	16.3656	13.613	19.1071	-0.009	0.016	0.0033
Si	2.7463	10.9173	19.1051	-0.0219	0.0354	-0.0115
Si	16.3525	19.024	19.0942	0.0516	0.0552	-0.0315
Si	2.726	16.3236	19.1169	0.0491	-0.0358	0.0332
Si	16.3392	24.5891	19.0802	0.0078	0.0474	0.0016
Si	2.7182	21.8004	19.1037	0.0172	-0.0574	0.0073
Si	16.3906	30.1496	19.1797	-0.012	-0.0374	0.0708
Si	2.7186	27.4223	19.0964	-0.0588	0.0121	-0.0228
Si	5.4077	2.8157	19.1797	-0.0134	-0.0025	0.031
Si	8.1289	0.0667	19.1526	0.0186	0.0231	0.0118
Si	5.4524	8.1703	19.1605	0.0091	0.0289	0.0165
Si	8.1031	5.4836	19.1857	-0.0193	0.0957	0.0271
Si	5.4782	13.6454	19.1654	0.0086	-0.0378	-0.0112
Si	8.17	10.8899	19.1563	0.0057	0.0672	0.0163
Si	5.4651	19.0789	19.1502	-0.0496	0.0382	0.0507
Si	8.173	16.3841	19.1755	-0.0595	0.0289	-0.02
Si	5.4683	24.6311	19.0839	-0.0028	-0.0625	-0.0165
Si	8.2084	21.8247	19.1416	0.0335	-0.0575	0.0081
Si	5.4339	30.1627	19.1205	-0.0821	-0.0229	0.004
Si	8.1759	27.3615	19.0762	-0.0235	-0.0043	-0.0175
Si	10.8384	2.7576	19.1469	0.058	0.0138	0.003
Si	13.6414	0.0761	19.1259	0.0178	-0.04	0.013
Si	10.8586	8.1676	19.1711	0.025	-0.0067	0.0483
Si	13.6104	5.4656	19.1222	-0.0029	0.0186	-0.0319
Si	10.9279	13.6202	19.1526	0.03	-0.0562	-0.0029
Si	13.6128	10.9107	19.1328	-0.0358	0.0266	0.0183
Si	10.8632	19.068	19.1521	0.0247	0.0749	0.0023
Si	13.6308	16.3128	19.1207	0.0464	-0.0078	-0.0301
Si	10.8963	24.5908	19.1305	-0.014	0.036	0.0172
Si	13.5921	21.7887	19.0848	0.0538	0.0156	-0.0035
Si	10.8964	30.1194	19.1103	0.0363	0.0182	-0.0063
Si	13.63	27.3582	19.1399	0.0285	-0.0111	0.0845
Si	1.3264	4.1988	20.5594	0.0484	0.0123	0.0424
Si	4.0004	1.4912	20.5331	0.0177	-0.0721	0.0257
Si	1.4009	9.5328	20.4492	-0.006	-0.0212	0.012
Si	4.1065	6.8037	20.555	-0.065	0.038	0.054
Si	1.353	14.9432	20.4721	0.0034	-0.0022	0.0726
Si	4.0987	12.2701	20.5049	-0.033	-0.0032	0.0374
Si	1.3425	20.3685	20.4279	-0.0747	-0.0695	-0.0167
Si	4.0858	17.6843	20.4996	-0.0227	0.0111	-0.0295
Si	1.2905	26.0443	20.3576	0.0405	-0.0555	-0.0654
Si	4.1248	23.2026	20.3874	0.0694	0.1732	-0.0078
Si	1.356	31.5378	20.5736	0.1021	0.0626	0.0579
Si	4.0717	28.8062	20.4851	-0.0159	-0.0029	0.0638
Si	6.705	4.1911	20.6169	0.0539	-0.1232	0.1183
Si	9.4313	1.4524	20.5582	-0.018	0.0005	0.0831
Si	6.8283	9.5011	20.5482	-0.0191	0.0263	0.0416
Si	9.4455	6.8358	20.5785	0.0627	-0.0416	-0.0277
Si	6.8101	15.0369	20.5627	0.0344	0.0141	-0.0229
Si	9.5345	12.2727	20.5078	-0.0103	-0.0485	-0.0174
Si	6.8732	20.4232	20.5151	-0.0492	0.0665	0.0296
Si	9.5083	17.7403	20.5884	-0.0557	-0.0631	0.1062
Si	6.7882	26.0497	20.4515	0.1309	0.0792	0.0281
Si	9.5733	23.1902	20.5137	-0.0356	-0.0087	0.0858
Si	6.7559	31.5284	20.5216	0.0218	0.0243	0.0651
Si	9.5645	28.6873	20.4362	-0.0354	-0.0545	0.0374
Si	12.1994	4.1272	20.49	-0.0026	-0.0324	-0.0782
Si	15.0021	1.4472	20.5067	-0.0661	-0.0305	0.0413
Si	12.2447	9.5394	20.5098	0.0227	0.0669	0.0375
Si	15.0369	6.8174	20.4295	-0.078	0.0159	-0.0443
Si	12.3	14.9652	20.5433	0.0202	0.0215	0.0856
Si	14.9639	12.299	20.4947	0.0536	-0.0007	0.0272
Si	12.2344	20.4319	20.4912	-0.01	0.0308	0.0405
Si	14.9997	17.6512	20.4819	-0.047	-0.0191	0.0201
Si	12.2305	25.9881	20.4999	0.0326	0.0172	0.0576
Si	14.9698	23.1612	20.3962	-0.0932	-0.0578	0.0127
Si	12.2163	31.5459	20.4516	0.0153	-0.039	-0.0511
Si	15.0003	28.7459	20.5018	-0.0331	-0.0158	-0.0872
Si	0.0001	0.162	21.9229	0.0864	0.0147	0.1468
Si	2.7146	2.9061	21.9695	-0.1218	-0.1361	0.1207
Si	16.3533	5.5682	21.93	-0.0172	0.0118	0.099
Si	2.7448	8.1788	21.8713	0.0335	0.0409	0.1226
Si	0.0004	10.9083	21.7182	0.042	0.0673	0.0655
Si	2.7447	13.6402	21.887	-0.0345	-0.071	0.0348
Si	16.3518	16.2461	21.8444	0.032	-0.0815	0.1454
Si	2.622	18.9431	21.8424	0.0558	0.0396	0.1189
Si	16.3332	21.737	21.6962	0.0144	0.0112	-0.0008
Si	2.7253	24.6703	21.5624	-0.0939	-0.0042	-0.0175
Si	16.3843	27.3486	21.8329	0.0239	0.0056	0.2244
Si	2.7583	30.1595	21.9431	-0.0148	0.0727	0.0755
Si	5.33	0.1106	21.8865	0.043	0.1413	0.0244
Si	8.0273	2.8056	21.9921	0.0518	0.1168	0.0869
Si	5.389	5.5369	22.1243	-0.0446	0.0249	0.0511
Si	8.1028	8.1507	22.0558	0.0356	0.0186	0.0771
Si	5.4606	10.8878	21.8605	-0.034	0.0475	0.1192
Si	8.2556	13.7144	21.8782	-0.0568	-0.0601	0.2018
Si	5.4328	16.3919	21.9628	-0.0513	-0.0264	0.092
Si	8.1454	19.0813	22.0514	0.0147	0.0453	0.016
Si	5.4814	21.833	21.7745	0.0326	-0.2597	0.0412
Si	8.1604	24.64	21.7444	-0.0941	0.0308	0.0166
Si	5.4547	27.4652	21.8415	0.0286	-0.0428	0.041
Si	8.1871	30.0643	21.7237	-0.0307	-0.0233	0.0811
Si	10.8552	0.0929	21.8539	0.0941	-0.0805	0.0792
Si	13.5811	2.7961	21.8382	-0.0173	0.0243	0.0225
Si	10.782	5.4079	21.8834	0.1098	0.0619	0.0881
Si	13.6826	8.1486	21.7726	0.0781	-0.1012	-0.0155
Si	10.8123	10.8477	21.8917	0.0487	0.124	0.0638
Si	13.6366	13.6183	21.9913	-0.0519	0.0202	0.2584
Si	10.9028	16.3261	21.8898	-0.0188	-0.0072	0.06
Si	13.5623	18.9796	21.7967	0.0572	0.0365	0.0866
Si	10.9081	21.7797	21.9407	0.0293	-0.0545	0.0413
Si	13.5707	24.496	21.7513	0.0621	0.0355	0.0162
Si	10.8828	27.3716	21.9292	-0.0276	-0.0667	0.1473
Si	13.577	30.1614	21.7592	-0.0634	0.0826	0.1321
Si	1.3695	1.5927	23.3818	-0.0028	-0.0543	0.0027
Si	3.9038	4.2799	23.5442	0.0314	-0.1247	0.0881
Si	1.3161	6.9827	23.3369	0.0372	0.0282	-0.1034
Si	4.1829	9.4412	23.2727	0.0399	-0.2373	-0.114
Si	1.3971	12.1479	23.1394	-0.0329	0.035	-0.1447
Si	4.0347	15.048	23.3374	-0.0754	-0.0226	-0.1486
Si	1.2944	17.4777	23.3125	0.015	-0.0235	-0.1133
Si	4.0741	20.3716	23.0064	0.1032	0.0913	-0.1405
Si	1.3579	23.2472	22.7811	0.1642	0.1642	-0.1095
Si	3.9771	26.0405	22.9923	-0.1064	0.0467	-0.0695
Si	1.3418	28.7763	23.2448	-0.0091	-0.139	-0.0482
Si	4.1423	31.5418	23.3908	0.0506	-0.1272	0.1338
Si	6.5252	1.5318	23.3597	-0.1844	0.0035	-0.1483
Si	9.3899	4.1412	23.4248	-0.2282	-0.1433	-0.0269
Si	6.765	6.8453	23.6051	-0.062	-0.0333	-0.1693
Si	9.4983	9.5174	23.3951	-0.0464	0.0826	0.0483
Si	6.8582	12.3095	23.132	-0.0154	0.1261	-0.2256
Si	9.6156	15.0224	23.3831	-0.1097	-0.0401	0.0417
Si	6.7453	17.7035	23.4738	-0.0355	0.1124	0.0693
Si	9.5424	20.4726	23.4225	0.0909	-0.0921	0.1578
Si	6.8264	23.2854	23.1058	0.1979	0.3645	0.1553
Si	9.4779	25.8796	23.2488	0.0085	0.1395	0.1775
Si	6.8785	28.8275	23.2408	0.0748	-0.0727	0.1131
Si	9.4724	31.4434	23.1037	0.0682	0.1286	-0.2152
Si	12.1532	1.521	23.2355	0.0523	0.0282	-0.0951
Si	14.9375	4.1548	23.2124	-0.1027	-0.1727	-0.2321
Si	12.2738	6.7746	23.066	-0.1091	-0.1218	-0.3392
Si	15.1163	9.5151	23.0675	-0.1059	0.0036	-0.2432
Si	12.1358	12.2069	23.2721	-0.1327	0.1202	-0.3413
Si	15.1203	14.9458	23.4128	-0.0616	-0.0866	-0.0721
Si	12.2428	17.6507	23.2818	0.1227	0.1951	0.0777
Si	14.9837	20.3124	23.0752	-0.0222	-0.0713	0.0143
Si	12.3248	23.1484	23.2707	0.1547	0.0066	0.1153
Si	14.9524	25.8497	23.0406	0.0391	0.052	-0.155
Si	12.2501	28.8885	23.2461	0.0525	0.0527	-0.1159
Si	14.9173	31.5503	23.1004	-0.0484	-0.1494	-0.1869
Si	16.3149	3.0254	24.72	-0.0604	-0.2393	0.3186
Si	2.7435	0.1403	24.7357	-0.124	0.0305	0.1984
Si	0.0338	8.4518	24.6859	0.0089	-0.0918	0.3394
Si	2.4743	5.6772	24.9267	-0.1001	-0.0069	0.15
Si	0.1244	13.3347	24.6678	-0.2502	0.0066	0.0834
Si	2.735	10.755	24.47	-0.2181	0.1752	0.2225
Si	16.3708	18.995	24.4936	-0.0419	0.1479	0.1277
Si	2.5062	16.0981	24.9054	-0.0132	0.1617	-0.0702
Si	16.3982	24.4062	24.2278	0.1093	-0.2496	0.299
Si	2.7037	21.8863	24.0743	-0.1156	0.086	0.0519
Si	16.2991	30.2447	24.43	-0.0729	-0.0432	0.1512
Si	2.7418	27.3338	24.5361	0.4712	0.0803	0.4347
Si	5.1213	2.8799	25.0457	-0.0383	-0.0913	0.0472
Si	7.7381	32.5161	24.2317	0.0349	-0.1156	0.1383
Si	5.412	8.245	24.9812	-0.1268	0.0959	0.0253
Si	7.9632	5.3552	25.0485	0.1626	-0.1236	0.1095
Si	5.4174	13.5634	24.4758	-0.2969	-0.0317	-0.0913
Si	8.0767	11.0448	24.6398	-0.0628	-0.2157	-0.259
Si	5.2704	19.224	24.6619	-0.0791	0.2602	0.1809
Si	8.2601	16.3894	24.8465	0.0936	-0.1158	-0.0984
Si	5.2324	24.6083	24.2956	0.1439	0.1375	0.1405
Si	8.2811	22.1315	24.6288	-0.0275	-0.0155	0.3341
Si	6.1426	30.7056	24.5865	-0.1117	0.0902	0.2831
Si	8.1137	27.3173	24.6242	0.1241	0.1061	0.1056
Si	10.6516	2.6168	24.7328	-0.1626	-0.3594	-0.003
Si	13.6683	0.221	24.4192	-0.0124	-0.0011	0.1819
Si	10.9798	8.0002	24.5123	-0.1486	-0.2603	0.124
Si	13.4872	5.4197	24.5199	-0.1487	-0.098	-0.0497
Si	10.8674	13.5272	24.8341	0.1744	0.2206	0.0271
Si	13.5449	10.663	24.2622	-0.0324	-0.0798	0.3044
Si	11.0128	19.0414	24.8279	-0.3076	-0.0464	-0.064
Si	13.6439	16.3935	24.7346	0.0783	0.1585	0.0295
Si	10.8984	24.4711	24.6402	0.2122	0.238	0.2003
Si	13.7995	21.702	24.5436	0.1109	0.1323	0.1512
Si	10.7394	30.2195	24.6707	0.2895	0.2222	0.2649
Si	13.6114	27.2858	24.3188	0.1311	0.0838	0.1234
Si	0.5608	4.8287	26.2151	-0.1195	-0.1745	0.0047
Si	3.9645	1.2846	26.4761	-0.5597	-0.2344	-0.3119
Si	1.737	9.5973	26.2588	0.0339	0.1646	-0.2109
Si	3.7191	7.1308	26.3257	0.1444	-0.1912	-0.1921
Si	1.692	14.1952	26.2194	-0.3009	-0.2343	0.078
Si	4.0895	12.1541	25.6785	0.0373	-0.2765	-0.1341
Si	1.2248	20.6851	25.3467	0.6655	-0.071	-0.2894
Si	3.5499	18.7467	26.3203	0.1354	0.1603	0.0139
Si	1.2184	25.9105	25.5305	-0.2862	0.3215	0.3181
Si	3.9804	23.0521	25.6217	0.4862	-0.2536	-0.0383
Si	0.9532	31.8252	25.7192	0.3557	0.2128	-0.0311
Si	4.4125	27.7852	26.3918	-0.8358	-0.1621	-0.4826
Si	6.9209	3.643	26.4571	-0.469	0.2059	0.2037
Si	8.6997	1.0107	25.9504	0.2782	-0.2673	-0.5407
Si	6.4402	10.1166	26.085	-0.1423	0.0297	0.2466
Si	10.4734	6.38	26.2113	0.032	0.6073	0.0963
Si	7.5993	14.5844	26.2576	-0.2067	0.3624	0.4165
Si	9.0204	12.6267	26.0742	0.1199	-0.2918	0.2217
Si	6.4114	21.0889	25.5579	0.0846	-0.235	0.1533
Si	9.7078	17.5987	26.3218	-0.0053	0.3306	0.0268
Si	6.1681	26.3284	25.5989	0.2461	-0.2998	0.3451
Si	9.9044	23.2983	26.5059	-0.0484	0.4814	-0.6096
Si	5.8842	30.1051	26.9506	-0.2124	0.1651	-0.4814
Si	9.7523	28.516	25.9645	-0.3288	-0.3245	0.3925
Si	11.7867	4.3501	25.9095	0.3272	-0.0566	0.1495
Si	15.1509	1.3168	25.8631	0.4496	0.2547	-0.0357
Si	12.6367	9.0482	25.7368	0.1851	0.0899	0.2397
Si	14.8681	6.9762	25.5928	-0.3581	0.1703	0.6999
Si	12.7524	14.5611	25.8996	-0.1213	-0.0829	0.3216
Si	14.7806	12.0094	25.6067	-0.2189	0.0198	-0.1038
Si	12.766	20.153	25.979	-0.0479	0.2292	0.1918
Si	14.1431	18.2595	26.2826	0.0714	-0.5044	0.2876
Si	12.0139	26.2662	25.6396	0.0378	-0.1397	0.1791
Si	15.8979	22.4136	25.4828	-0.5091	0.5241	-0.2002
Si	12.4605	32.3882	26.2622	0.2241	-0.2584	-0.6117
Si	15.152	27.9334	25.9514	-0.0444	0.1376	0.0633
Si	0.7636	31.0208	28.4644	0.0602	-0.1496	0.2332
Si	2.7066	4.8179	33.3062	0.0653	0.0499	0.0403
Si	1.1427	4.0292	29.2686	-0.0491	0.0372	0.3409
Si	6.8515	2.6137	29.5583	0.1105	0.0421	0.3506
Si	14.7062	15.2662	30.5714	0.0352	0.0061	0.178
Si	15.2317	8.2527	32.2669	-0.131	0.179	0.0524
Si	0.1997	13.5346	28.994	-0.0874	0.0968	0.3427
Si	5.2722	18.9823	28.8383	0.1143	0.2461	0.4395
Si	13.2924	21.9233	31.4476	0.1299	-0.0539	0.3392
Si	5.1326	25.6423	28.2342	0.2275	0.0904	0.2278
Si	12.6579	24.6939	35.7553	0.0257	-0.0811	-0.1469
Si	2.7791	23.9734	27.4265	-0.2481	0.3207	0.3845
Si	4.3114	30.2541	32.0703	-0.01	-0.0582	0.0562
Si	9.3899	1.8843	31.2594	0.0523	-0.0439	0.3687
Si	4.3398	7.1761	34.5219	0.0881	-0.1321	-0.2114
Si	5.276	9.4262	32.4905	0.1193	0.0764	0.0552
Si	11.0965	8.6659	28.1841	0.2203	0.1207	0.0249
Si	8.2179	16.5065	30.969	-0.0551	0.0388	0.3442
Si	6.3963	18.7022	31.4193	0.1139	0.0182	0.172
Si	7.8892	19.553	27.923	-0.1571	0.0006	0.2641
Si	6.8376	14.6319	29.26	-0.1151	-0.0408	0.4079
Si	6.9219	24.3468	30.3145	-0.0536	-0.1979	0.1708
Si	1.6224	29.8593	31.0005	-0.0445	-0.0257	0.1304
Si	12.8565	2.1323	27.7549	0.2171	-0.1072	0.0856
Si	7.2846	12.0834	30.6638	0.0136	0.3492	0.2293
Si	8.5327	10.459	28.3319	-0.0697	0.0885	0.1445
Si	2.1876	11.2424	29.0344	0.0278	-0.0176	0.4158
Si	10.5861	15.9818	28.8661	-0.1691	-0.0204	0.3863
Si	12.8364	19.1562	31.9609	-0.1833	-0.1834	0.1462
Si	12.3391	22.1725	28.3483	0.1546	-0.136	0.3405
Si	0.8319	23.9395	32.6616	-0.048	-0.0365	0.0198
Si	8.0489	28.4232	28.4084	-0.0373	0.0189	0.2167
Si	13.9053	26.3749	28.0144	-0.0582	0.0514	0.177
Si	14.4003	3.123	33.0784	-0.057	-0.098	0.1094
Si	3.6593	6.0045	29.2422	0.0209	0.1381	0.4834
Si	3.1122	8.6702	30.6911	0.1415	0.0999	0.2518
Si	4.7429	12.2189	36.2921	-0.0909	0.0942	-0.2981
Si	4.4864	13.0631	30.0018	0.1261	0.1118	0.2498
Si	5.2224	18.5638	34.1493	-0.0419	-0.1723	-0.1723
Si	4.3172	21.3874	33.3847	-0.0144	-0.0921	-0.2433
Si	7.2836	29.8587	31.1251	-0.1044	0.1617	0.4451
Si	3.9415	22.7955	36.2209	0.0189	-0.0315	-0.2698
Si	3.2525	25.0185	34.4485	0.0373	-0.1269	-0.2747
Si	2.068	1.0454	29.2031	0.0432	-0.132	0.0811
Si	9.4849	31.7636	30.6576	0.0335	0.0549	0.2269
Si	5.0789	4.3965	31.349	0.0537	0.0173	0.3274
Si	6.2054	4.7872	34.0985	0.104	-0.0941	-0.1628
Si	8.1281	10.4447	32.9152	0.086	0.1839	0.2024
Si	11.6659	18.9637	34.5825	0.0118	0.0534	-0.2735
Si	5.828	23.851	33.0547	0.1387	0.0116	-0.1421
Si	9.0966	25.444	28.5803	0.0871	-0.2121	0.501
Si	14.1107	24.3897	33.2681	-0.0097	-0.1734	0.0531
Si	6.5659	0.0818	27.8716	-0.0028	-0.0227	0.3254
Si	14.0774	31.1122	28.6707	0.1814	0.0254	0.3239
Si	13.0752	9.4428	30.3153	0.0226	0.09	0.2491
Si	12.4816	13.9778	28.8286	0.1004	-0.1196	0.2544
Si	3.5849	14.2504	32.7127	-0.0119	-0.0046	-0.0335
Si	13.2797	17.6402	29.3549	0.021	0.0273	0.3768
Si	9.3691	21.0258	35.2047	0.0371	0.1504	-0.303
Si	0.7826	29.3052	33.6592	0.0815	-0.1311	-0.1872
Si	12.5167	29.8571	32.2657	-0.0141	0.0113	0.1766
Si	14.0263	32.2899	31.4291	-0.0214	0.0277	0.3285
Si	16.2289	0.6348	33.3735	0.0489	0.0067	-0.1341
Si	6.8381	29.3751	36.8991	0.0957	0.0578	-0.2039
Si	14.1249	11.6349	28.4129	-0.0465	-0.0968	0.4203
Si	1.3442	9.1984	33.0371	0.0284	0.1708	0.0592
Si	15.9301	11.4509	36.5159	0.2174	0.2105	-0.3969
Si	3.418	11.3869	33.7598	-0.0543	0.1099	-0.0412
Si	1.7826	17.6235	37.0872	-0.0667	-0.0261	-0.2664
Si	5.5613	14.7247	34.6904	0.1377	0.0489	-0.0751
Si	3.1123	16.4464	34.6532	0.0667	-0.0993	-0.1716
Si	15.8581	31.1846	35.5619	-0.0017	0.0431	-0.3718
Si	3.4386	30.0414	34.7209	0.0571	-0.0326	-0.0409
Si	9.6678	1.3435	34.3425	0.0566	0.1424	-0.2211
Si	10.4389	31.3675	33.6942	0.168	-0.033	0.0639
Si	5.3382	5.3278	37.823	-0.2191	-0.3203	-0.5703
Si	8.4135	15.9561	34.0107	-0.1997	-0.0206	-0.1908
Si	9.2167	11.04	35.5704	0.1042	0.0852	-0.2906
Si	6.7172	21.1425	29.9432	-0.1788	0.1179	0.3035
Si	11.5879	17.5935	37.1563	0.0726	0.0731	-0.4775
Si	11.656	29.7936	30.0912	-0.1479	-0.0886	0.1951
Si	9.4737	19.5267	37.6324	-0.0286	0.1156	-0.3952
Si	8.2963	23.8699	34.9954	0.1866	-0.0344	-0.3032
Si	11.897	27.3366	36.9842	-0.0406	-0.1709	-0.3979
Si	16.2604	5.2474	31.8888	-0.0765	0.0931	0.1608
Si	12.4381	1.9232	30.9598	-0.1944	-0.0001	0.459
Si	12.1168	9.8385	35.2005	-0.0085	0.0571	-0.0538
Si	15.8545	8.7584	35.0149	-0.0416	-0.0819	0.0705
Si	16.1444	14.3727	35.9033	0.0173	-0.0441	-0.1658
Si	11.2489	10.4108	32.5741	-0.0222	-0.0385	-0.015
Si	0.9943	23.0269	29.8851	0.1732	0.0627	0.2844
Si	14.7057	19.5409	35.325	-0.2146	-0.1058	-0.3128
Si	11.5666	26.7643	29.8323	-0.1498	-0.0076	0.1418
Si	1.5599	21.1234	32.0274	0.1305	-0.0902	0.1156
Si	12.3598	0.3862	37.4586	0.1124	0.2814	-0.066
Si	15.0568	23.6705	28.2205	0.09	-0.0759	0.2137
Si	3.3274	1.4762	37.8208	-0.177	0.1638	-0.0946
Si	3.8911	3.5397	35.6967	0.135	0.2293	-0.3063
Si	14.5343	14.8199	33.6706	0.0231	-0.1234	-0.1184
Si	3.817	7.9277	37.5544	-0.1495	0.0995	-0.2278
Si	1.9292	13.0772	37.4345	-0.1074	-0.0227	-0.2417
Si	5.6973	10.2701	38.3611	0.0418	0.152	-0.0541
Si	12.6641	23.0489	38.23	-0.368	0.0536	-0.1362
Si	2.9723	20.2136	37.6662	-0.1319	-0.0647	-0.3754
Si	2.1681	26.2164	38.149	-0.2326	0.0733	-0.2664
Si	2.2153	27.5238	35.4988	0.0727	0.0979	-0.2846
Si	1.3157	31.7908	38.1455	-0.2937	0.0806	0.3449
Si	7.7842	30.0532	34.1751	-0.0189	0.0993	-0.1192
Si	7.2842	1.1941	36.5636	0.1022	0.0251	-0.5318
Si	7.7089	4.299	36.3365	0.3138	0.0027	-0.3175
Si	9.452	12.5278	38.0311	-0.0086	0.0002	-0.1573
Si	12.219	5.3787	37.2843	0.1412	0.0753	-0.2539
Si	4.3555	17.9492	38.4894	0.0276	0.0997	-0.3724
Si	10.1824	13.8225	35.4661	-0.0329	-0.0684	-0.3748
Si	7.8329	18.604	35.3159	-0.0497	0.0351	-0.2168
Si	14.3071	16.6519	35.954	0.031	-0.2054	-0.336
Si	5.2853	26.8754	37.7491	0.167	-0.0355	-0.2876
Si	6.5345	24.1657	37.366	0.1878	-0.0846	-0.3661
Si	5.7133	31.7376	35.4882	0.055	-0.0155	-0.2792
Si	9.5483	6.1306	37.845	0.3891	-0.0854	-0.2948
Si	12.1035	2.8019	35.3593	-0.1111	0.2036	-0.1633
Si	13.903	7.8266	37.0117	0.0616	-0.1279	-0.3036
Si	14.2538	11.5276	38.9285	-0.0811	0.0544	-0.0862
Si	12.5447	12.5562	34.2424	0.1548	0.1616	-0.1077
Si	15.4102	20.1061	32.5143	-0.0141	-0.1808	0.0483
Si	14.8516	20.8521	38.0702	0.0563	-0.0857	-0.0784
Si	10.3538	26.0943	34.8102	-0.1024	-0.2207	-0.1032
Si	12.2451	26.8724	32.6935	-0.0914	-0.1122	0.026
Si	2.3874	32.5857	31.8885	0.007	-0.1101	0.1225
Si	13.1747	30.304	37.1307	-0.0799	-0.3143	-0.1638
O	14.5919	3.015	40.0232	0.3061	0.0177	0.6137
O	0.6031	31.2857	36.7401	0.1563	0.1724	0.3551
O	2.4833	2.5661	38.6773	0.0412	-0.1481	-0.3162
O	5.3877	31.9284	39.9405	-0.5248	-0.3723	0.284
O	15.4607	6.497	39.6965	-0.1272	-0.2248	0.0601
O	1.0884	4.4354	39.6935	0.3697	-0.0081	0.1123
O	2.504	7.8566	38.5397	-0.1117	0.1317	0.1473
O	1.227	9.731	39.752	-0.1094	-0.2063	0.6101
O	15.3073	15.5604	36.6716	-0.2381	0.2743	0.0702
O	15.5671	11.598	39.8932	-0.0663	0.1707	-0.0757
O	4.0493	12.3342	39.8701	0.217	-0.1539	-0.1087
O	1.888	13.6002	38.9822	0.1089	0.0079	0.3965
O	0.5335	17.4217	38.1545	-0.542	-0.1572	0.5673
O	16.0267	15.799	40.1446	-0.1937	-0.1279	0.3162
O	2.4368	20.2891	39.2117	-0.0754	-0.0194	0.361
O	16.2061	21.2787	38.8977	0.257	-0.1575	0.5144
O	15.1238	23.2812	40.1774	-0.0281	-0.1907	0.3698
O	13.0928	24.4033	39.0622	-0.1422	0.1785	0.3228
O	2.367	24.67	38.695	0.4026	-0.1735	0.0324
O	1.5104	26.6633	36.7009	0.0693	0.029	0.1491
O	1.1266	26.8788	39.2206	-0.1829	-0.1826	0.0815
O	15.2758	28.5025	39.4496	-0.0439	0.3288	0.3319
O	4.0374	28.7862	39.7782	-0.121	-0.2563	0.1685
O	2.0901	30.4943	38.8401	0.0201	0.0833	0.2958
O	7.1841	0.5109	38.0806	-0.2014	0.1901	0.5962
O	7.5399	29.0342	35.4362	-0.2676	0.0419	0.0656
O	9.8496	5.8936	39.4381	-0.1809	-0.2518	0.0087
O	7.5526	3.7747	39.5502	-0.5749	0.2189	0.1068
O	3.5757	2.0655	36.3085	0.056	-0.2005	0.3715
O	2.6509	3.9456	34.6985	-0.0352	-0.2015	0.1813
O	10.6964	11.9615	38.9132	-0.092	0.1469	0.1163
O	9.2345	8.9861	39.9675	-0.2169	0.092	-0.1955
O	8.3066	13.0711	39.0167	-0.1409	-0.2077	-0.0128
O	6.9779	9.2863	38.5751	0.401	-0.4128	0.2887
O	9.9659	13.7651	37.0825	0.1991	-0.1389	0.2531
O	6.8756	15.0787	39.7501	-0.0912	0.1036	0.4379
O	4.4205	19.3876	37.673	0.2234	0.1197	0.1155
O	5.6566	16.9937	38.6255	-0.3095	-0.1441	0.0389
O	8.7577	19.5507	39.0694	-0.091	-0.0662	0.1266
O	11.0508	19.0516	37.7322	-0.0606	0.2478	0.399
O	4.3327	23.0551	39.7703	0.2148	-0.0082	0.172
O	6.5449	20.9821	39.8192	0.0789	-0.0162	0.4626
O	7.0049	24.2381	38.9294	0.0982	-0.112	0.2058
O	7.9398	23.9117	36.5787	-0.0095	-0.3329	0.3496
O	5.943	26.9173	39.2334	0.2042	0.1936	0.1662
O	5.8805	25.6012	36.9338	0.0384	0.2954	-0.1516
O	7.7616	29.4726	38.2395	0.2752	0.2825	0.4748
O	12.3222	31.6695	36.8409	-0.3829	0.0588	-0.1203
O	9.4144	1.7309	39.6763	-0.0361	-0.1728	0.4449
O	11.0681	0.3723	38.4426	-0.0634	-0.3367	-0.0258
O	12.0808	4.1136	36.2989	-0.1616	0.0484	0.2752
O	13.6661	0.8814	38.3455	0.1232	-0.2654	-0.103
O	12.1909	4.8041	38.8372	0.0603	0.1309	0.5313
O	6.6351	5.3882	36.8445	-0.036	0.359	-0.0557
O	13.8504	8.2039	38.5957	-0.174	0.4476	0.3011
O	11.9385	9.3542	33.636	0.292	0.0714	0.1832
O	12.9582	10.6496	39.4569	-0.0308	0.0618	-0.1515
O	12.8497	8.7608	36.1577	-0.1164	-0.1358	0.2002
O	15.3986	12.927	36.0649	-0.2572	0.0369	0.3414
O	13.8157	13.106	38.8519	0.2438	0.2347	-0.0064
O	10.9114	16.5744	38.2602	0.1061	-0.2747	0.6341
O	12.4208	15.0746	39.7404	-0.0795	-0.1634	0.157
O	15.2882	20.2705	36.6371	0.1748	0.2851	0.3513
O	13.9703	19.7173	38.8549	-0.0657	-0.2544	-0.0439
O	9.3736	23.2764	39.7295	0.1971	-0.0339	0.3357
O	11.5838	22.1052	39.0267	-0.008	0.158	-0.04
O	13.463	25.8708	33.0787	0.1503	0.3477	-0.1047
O	12.0811	23.6341	36.8369	-0.1648	-0.3009	0.1566
O	11.6339	27.1153	38.5788	-0.3289	0.0287	0.6671
O	10.4702	26.9647	36.2074	-0.0082	-0.0644	0.1518
O	14.5412	30.6423	36.3305	-0.1079	-0.3217	0.0457
O	13.4266	30.2503	38.743	-0.2062	0.294	0.3705
O	4.8791	5.6254	30.2777	-0.0751	-0.0652	-0.1042
O	0.7211	4.1671	27.7115	-0.0715	0.1741	-0.352
O	5.4416	0.6107	26.8015	0.3997	0.0287	-0.1899
O	3.0826	1.3057	27.9187	0.2712	0.2886	-0.4199
O	1.6796	10.6624	27.5766	-0.0436	-0.1311	-0.5425
O	2.7211	8.3756	26.8057	0.0284	0.1225	-0.1931
O	3.681	4.1195	32.172	-0.0965	-0.2391	-0.3338
O	4.1718	6.2648	27.7032	0.1983	0.3355	-0.4004
O	3.5808	12.1009	29.0572	0.0974	-0.3338	-0.4378
O	0.914	14.2721	27.7094	0.5576	-0.0517	-0.2962
O	3.0136	13.2045	26.4473	-0.0539	0.0136	0.255
O	5.188	11.1704	26.5543	0.0894	0.3264	-0.4667
O	2.3355	19.8707	26.3515	-0.1486	-0.1607	0.4258
O	3.077	17.2125	25.9958	-0.0672	0.0265	0.0116
O	5.2081	18.3261	30.3371	-0.0419	-0.0528	-0.2509
O	4.0298	18.6298	27.8956	-0.3088	0.0556	-0.3262
O	15.4386	29.5161	25.6758	0.2178	-0.1075	-0.0017
O	0.1382	27.0727	26.051	-0.0482	-0.1948	-0.2647
O	5.2298	22.0679	26.2143	-0.2983	-0.1818	-0.3497
O	1.8764	25.2455	26.8992	0.1227	0.0155	-0.3949
O	1.3356	29.8004	29.4122	0.1414	0.0804	-0.2541
O	1.4594	30.8905	26.9984	-0.0843	-0.0933	0.0316
O	4.3739	29.4237	26.7453	0.1838	-0.1314	-0.0716
O	4.4662	29.5123	33.54	-0.0952	-0.153	0.173
O	7.9942	2.4806	26.0479	0.3379	-0.1903	0.0379
O	6.8763	3.516	28.1662	-0.1129	0.1976	-0.6941
O	8.1027	0.1569	27.2826	0.3523	0.3963	0.1474
O	5.6098	3.1047	30.5097	-0.0108	-0.2052	-0.2284
O	7.3257	9.7589	27.4539	-0.0412	0.0328	-0.1844
O	12.1971	8.4627	29.369	0.0325	0.0708	-0.0641
O	10.795	7.1594	27.6417	-0.1299	-0.1378	-0.2792
O	4.7663	8.5292	33.746	0.084	-0.0039	0.0808
O	9.1409	11.7534	27.5219	0.1194	0.2082	0.003
O	7.5104	15.0564	27.8508	0.3464	-0.2018	-0.2582
O	6.0203	14.2977	25.8581	0.3476	-0.0637	-0.108
O	9.4433	16.3737	29.9335	0.1745	-0.0919	-0.2173
O	7.3748	20.5353	26.7595	0.0282	0.1507	0.3019
O	6.6943	18.4569	28.1927	-0.032	-0.2012	-0.0152
O	9.2074	18.7452	27.4404	0.2305	-0.3129	0.0376
O	10.2365	16.3404	27.2951	0.1998	0.3264	-0.4374
O	9.2307	29.0904	27.4713	0.2011	0.1139	-0.4348
O	5.9302	25.4518	29.6441	-0.2825	0.2882	-0.2572
O	10.9181	22.7776	27.7576	-0.3604	-0.3579	-0.2463
O	9.0512	24.5239	27.2311	-0.1753	-0.294	-0.2315
O	6.0991	31.312	28.0671	-0.0055	0.1253	-0.1261
O	6.6801	28.8066	27.5865	0.0892	-0.1861	0.0409
O	10.6409	25.7704	28.9568	0.2321	0.1317	-0.1169
O	8.8323	6.173	26.2368	-0.2288	-0.1226	-0.3046
O	12.4026	3.6444	27.316	-0.1904	0.1558	-0.1529
O	14.4059	1.8422	27.264	0.103	0.0837	0.125
O	16.2795	0.1679	26.3205	0.1345	-0.0194	-0.3537
O	11.7884	9.6396	27.0436	0.0761	-0.1936	-0.1109
O	9.7126	9.379	28.6478	0.0373	-0.189	-0.0819
O	13.7533	7.9705	26.413	0.2098	-0.1419	-0.5252
O	15.8169	6.0115	26.596	0.21	0.0229	-0.3341
O	12.8527	14.9064	27.5267	-0.0711	0.0998	-0.352
O	13.854	13.3385	25.8792	-0.204	0.2151	-0.3095
O	1.0986	12.3196	29.6248	0.2486	0.163	0.0345
O	14.6287	11.0395	26.9769	-0.0435	-0.2114	-0.3141
O	12.5323	20.7558	27.5543	0.2471	-0.5526	-0.4047
O	15.7695	18.4853	26.0174	-0.0319	-0.1324	-0.3739
O	13.8718	18.0745	27.9099	-0.0802	0.2618	-0.4325
O	14.493	16.7767	30.014	0.1148	0.2277	-0.0652
O	10.945	27.3897	26.2765	-0.1715	-0.117	-0.0188
O	12.8928	25.7038	26.9242	-0.0592	0.0746	0.114
O	1.842	23.2137	28.5279	0.127	-0.2819	-0.2803
O	15.8762	23.0691	26.9775	0.3471	0.3142	0.2117
O	13.4928	31.6886	27.2898	0.1049	-0.3957	0.0181
O	11.2669	31.3667	25.8136	-0.3782	-0.2698	-0.1554
O	14.482	27.7873	27.4476	-0.0055	0.2428	0.109
O	13.1246	26.6847	29.4006	0.3584	-0.0717	-0.3625
O	15.5919	30.6283	28.3967	-0.2095	-0.2279	-0.3392
O	1.0785	32.5724	28.9283	-0.0165	-0.0076	0.0559
O	2.9528	7.3952	29.7173	-0.0617	-0.0732	-0.2068
O	15.0436	4.5852	32.7596	-0.0634	-0.0112	-0.1618
O	2.5888	4.7852	29.3852	-0.0302	0.1346	-0.0963
O	1.2237	4.969	32.7155	-0.0958	0.1321	0.1315
O	15.9055	6.8371	31.8304	-0.0843	-0.2564	-0.3903
O	3.0183	12.9522	33.5288	-0.2675	-0.0456	0.1212
O	14.101	10.4293	29.5081	0.0193	-0.0911	-0.2064
O	5.1595	14.4681	33.1203	-0.0165	-0.1118	0.0159
O	3.5757	13.885	31.1162	0.0649	0.2084	-0.0928
O	16.1617	14.6727	30.0933	0.0888	0.1556	-0.1472
O	2.7439	15.5727	33.2777	-0.1247	0.0073	0.1444
O	4.3552	15.6191	35.3676	-0.0941	0.1597	0.1888
O	5.9197	17.9843	32.796	-0.1174	0.0654	0.0424
O	12.4462	20.7377	32.2106	0.1509	-0.0119	0.1444
O	0.6524	29.0221	32.0421	0.1547	0.1787	0.1544
O	5.6782	28.2475	36.9866	-0.2493	-0.0468	0.269
O	4.0308	24.4694	28.3444	-0.1491	-0.0023	0.0738
O	15.7903	23.0705	29.5511	-0.0533	0.3128	-0.1436
O	1.0412	27.8872	34.4186	-0.2011	0.1872	-0.0345
O	5.6777	30.0988	31.2126	0.0497	-0.0497	-0.0413
O	3.8056	31.8231	32.3174	0.0878	0.2343	-0.0615
O	7.9379	31.2683	30.6151	-0.0084	0.0344	0.0306
O	1.2534	2.4206	29.5238	-0.0269	0.1739	0.1582
O	9.5159	0.5373	30.3342	-0.1176	-0.212	-0.4049
O	6.5401	1.032	29.2074	0.0208	-0.0371	-0.0672
O	7.7989	11.9023	32.2139	-0.328	-0.081	0.0838
O	8.2405	2.7621	30.4734	-0.1396	0.1739	-0.2358
O	5.6952	6.2659	34.5756	0.1793	0.2529	0.1407
O	4.5869	10.8935	32.7405	0.2257	0.028	-0.2081
O	6.9127	9.4531	32.4327	-0.0486	-0.1756	-0.2326
O	6.8711	15.8721	30.304	-0.2108	-0.0455	-0.1202
O	10.9162	14.3829	29.1121	0.0292	-0.1758	-0.0512
O	5.2823	14.1591	29.0759	0.1144	0.1326	-0.4069
O	7.8887	18.092	31.1378	-0.194	0.2332	-0.0403
O	9.2758	22.5779	34.703	0.1002	-0.0174	0.1216
O	6.6031	20.3426	31.3922	-0.1657	0.0212	-0.112
O	5.4325	20.6202	29.0452	-0.0383	0.1495	-0.104
O	6.666	22.7552	30.0039	-0.0475	-0.1151	-0.2758
O	8.2929	26.8255	28.3388	-0.2314	0.2011	-0.0899
O	8.4528	24.6557	29.8636	0.1838	0.3138	0.0094
O	7.795	28.7833	30.0008	-0.0473	-0.2237	-0.4442
O	3.1805	29.4338	31.2205	-0.1148	-0.0619	0.0259
O	11.9334	0.9738	26.9973	-0.2444	0.0223	0.1345
O	12.6928	1.9827	29.3631	0.1589	0.1697	-0.4366
O	6.2332	4.7467	32.4673	-0.0017	-0.2245	0.0715
O	7.9001	10.866	29.7842	0.1136	-0.3944	-0.2316
O	9.6521	10.0578	32.4438	0.0394	-0.0152	0.0444
O	15.1979	12.826	28.6273	0.0123	0.3466	-0.0859
O	13.4333	14.3508	30.1056	-0.3556	-0.142	0.0519
O	11.9078	16.8133	29.2418	-0.0495	-0.1545	-0.2094
O	12.7796	18.844	30.3633	0.0946	-0.0258	-0.1521
O	11.1718	17.7203	35.5446	0.1129	-0.1124	0.3293
O	12.5432	22.0407	29.9904	-0.0073	0.1216	-0.5874
O	0.5805	19.8162	32.1705	0.0548	0.1346	-0.2186
O	13.5238	23.2172	27.9927	-0.1533	0.0568	-0.302
O	11.5275	26.2706	31.368	-0.0438	-0.2985	-0.0053
O	6.2543	25.4508	27.0576	-0.1343	0.2176	-0.3562
O	13.8395	30.8193	32.1065	-0.0117	-0.1106	-0.0775
O	12.9978	28.3136	32.5503	-0.1807	0.2777	0.0834
O	2.8386	0.7166	30.6211	-0.1266	-0.1272	0.0085
O	1.4531	0.5908	33.0027	-0.005	0.3105	-0.152
O	3.2645	6.301	33.6728	-0.2261	0.1397	-0.2629
O	2.029	10.586	33.5137	0.1489	0.002	-0.1867
O	3.6581	7.5868	35.9558	0.0458	0.2601	0.2989
O	4.7031	8.879	31.0551	-0.054	-0.0631	-0.1274
O	4.0208	11.18	35.2534	-0.0421	0.1455	0.0496
O	1.2558	14.2381	36.4799	0.2364	0.2019	0.2796
O	5.6457	13.335	35.5166	0.0169	-0.2666	-0.0749
O	5.6511	12.1141	30.6573	-0.2111	-0.1411	-0.1884
O	3.7439	17.9209	34.298	0.0582	0.2262	0.32
O	3.1211	17.0853	37.8642	0.1626	-0.2664	0.0205
O	5.172	20.1532	33.9401	0.1351	0.043	0.0852
O	3.878	22.1685	34.7207	-0.2138	0.05	0.2585
O	1.8828	24.7305	33.6103	-0.0053	0.2902	0.0727
O	2.0319	30.3523	33.9425	0.1158	0.1271	0.0288
O	3.2297	24.2417	35.9061	0.2331	-0.0897	0.3516
O	3.042	28.9193	35.8546	0.0874	0.0669	-0.016
O	4.1109	31.4181	35.299	-0.0647	-0.0777	0.3437
O	15.9484	30.0577	34.3653	-0.0989	0.1405	0.1414
O	7.785	29.4295	32.6497	-0.1005	-0.3131	-0.116
O	1.3714	31.4145	31.4055	-0.2258	-0.0834	-0.2634
O	9.9601	31.5436	32.1734	0.0527	0.0614	-0.1966
O	10.5048	30.9187	29.7048	0.0496	-0.1153	-0.1124
O	8.9806	1.5994	32.8475	-0.2258	-0.248	-0.0961
O	7.7111	4.455	34.6877	-0.2674	0.1192	0.0589
O	5.0437	4.3158	0.5039	-0.0185	-0.2299	-0.1182
O	9.0982	4.7674	37.0376	-0.0675	-0.0901	0.0973
O	9.4492	12.4964	34.8523	0.0338	0.027	-0.22
O	8.1056	10.3715	34.5689	0.0749	0.0898	0.1114
O	8.5342	15.7647	32.3934	0.1931	-0.3747	-0.033
O	8.5319	17.5524	34.2873	0.1507	0.2427	0.137
O	8.0895	20.5449	29.2292	0.3798	0.0537	-0.4011
O	8.0515	20.1399	34.7568	-0.2547	-0.2251	-0.1065
O	6.7032	24.5748	31.9037	-0.011	0.1881	-0.124
O	4.3133	27.0405	27.8982	0.0271	-0.2399	-0.2009
O	10.9332	27.1012	33.6648	0.0534	0.3964	-0.1314
O	13.8998	24.0731	34.8771	0.077	-0.139	0.2573
O	6.1773	30.8626	36.7811	-0.2127	0.1467	0.1756
O	11.7609	30.4212	33.6313	0.0864	0.1745	0.1594
O	10.9234	2.4936	31.2784	0.1477	0.0739	0.1062
O	12.6522	0.4011	31.5942	-0.0252	0.0757	-0.1444
O	13.9744	8.5301	31.3032	-0.0185	-0.0954	-0.057
O	11.9741	10.3083	31.1375	-0.2081	0.3177	-0.1414
O	7.7667	13.4791	29.9757	0.2032	-0.1593	-0.3096
O	12.6562	12.3863	28.4904	-0.1298	-0.0499	-0.2973
O	11.5563	11.9474	33.0764	-0.2308	0.1268	-0.1229
O	13.8119	13.3489	33.5956	0.0684	-0.0574	-0.1411
O	3.0941	21.7322	37.12	-0.1355	-0.0566	0.1544
O	15.3552	20.4174	34.1157	0.1417	-0.034	0.1698
O	1.2325	24.1537	31.0771	-0.1324	-0.1158	-0.2887
O	15.7073	24.4247	32.9572	0.1348	-0.174	0.1653
O	3.085	20.8037	32.4916	-0.1043	0.2151	-0.2043
O	13.3164	23.336	32.2773	0.0411	0.1206	-0.0351
O	15.0957	25.297	28.3024	0.3339	-0.0783	-0.1654
O	9.6978	28.5951	39.5846	0.0647	0.1719	0.2887
O	14.2415	32.2479	29.8264	0.1589	0.2748	-0.3177
O	15.6679	2.1673	33.5117	0.0197	0.1498	-0.0777
O	13.2942	3.0582	34.2758	0.1197	-0.0111	-0.0023
O	0.0799	4.6542	30.3665	0.1025	-0.3929	-0.104
O	6.0108	0.5132	35.7479	-0.2027	0.2318	0.1058
O	4.7423	1.2849	38.6038	0.1646	0.3245	-0.0383
O	15.9599	10.3738	35.2902	0.056	0.208	0.1605
O	16.3736	9.4444	32.1593	0.214	-0.0117	-0.2086
O	14.7647	8.3244	33.8502	0.1361	-0.1865	-0.1015
O	0.9218	8.3436	34.3896	0.1392	-0.2097	0.0902
O	2.3958	9.9772	30.0437	-0.1723	0.063	0.0067
O	14.8	10.8842	37.5407	-0.2925	-0.3131	0.2195
O	1.037	11.707	37.1535	-0.1133	0.0945	0.3969
O	2.3538	8.3561	32.0998	0.1226	-0.1778	-0.0893
O	4.4252	9.4105	37.7861	0.055	0.1562	-0.1986
O	13.9431	22.1592	37.8385	-0.0855	-0.2021	-0.1901
O	4.0147	18.3065	40.0562	-0.0862	-0.279	0.0544
O	3.501	12.9222	37.0748	0.0742	0.3542	0.2297
O	1.9492	19.2462	36.7976	0.1495	0.0915	0.1396
O	4.5887	24.7608	33.5593	0.1179	0.0427	0.1969
O	1.8217	16.7979	35.6355	-0.246	0.0726	0.3883
O	15.876	32.6345	34.7671	0.1364	-0.1427	0.0506
O	2.4586	0.1004	37.7487	0.3287	-0.2505	0.0157
O	5.2006	22.4425	32.5054	-0.0219	0.0076	-0.171
O	3.6828	26.7832	37.9852	-0.1119	-0.1182	0.1762
O	4.1319	4.551	36.9747	-0.089	0.142	0.4621
O	5.2201	3.6165	34.7185	-0.1262	-0.3132	0.2787
O	10.6799	0.0536	34.2906	0.1065	-0.002	0.2257
O	9.2567	30.6494	34.5323	0.0037	-0.1105	0.1274
O	8.4967	7.3596	37.9115	-0.3037	0.0248	0.1066
O	4.852	6.8397	38.1646	0.4786	-0.2246	0.3188
O	7.0151	15.4256	34.6664	-0.1201	-0.2547	0.0155
O	5.8263	11.4737	37.2476	-0.0899	-0.3382	0.0737
O	9.6099	15.1582	34.7605	0.2466	-0.138	0.0436
O	8.7873	11.3386	37.1124	-0.0211	0.0882	0.073
O	10.5825	10.1452	35.6996	-0.0022	0.0092	0.124
O	8.5723	18.4615	36.7577	-0.1876	-0.1508	0.0917
O	6.2274	18.2734	35.4064	0.1399	0.2479	0.1768
O	13.1781	17.1461	37.0444	-0.2092	0.0923	0.34
O	15.1486	17.9601	35.4208	-0.0348	-0.1671	-0.0263
O	10.6524	20.243	34.5668	0.1414	-0.101	0.0774
O	5.4164	23.0314	36.9081	0.0197	-0.2387	0.3882
O	3.3357	26.6024	34.7705	-0.0236	-0.003	-0.074
O	6.884	23.5966	34.2493	-0.0166	0.1173	0.1347
O	9.4506	20.9711	36.8456	0.1621	0.1128	0.2795
O	10.6164	2.641	34.6669	-0.1697	-0.1098	-0.0934
O	6.6407	31.2458	34.2143	0.0865	-0.1299	0.1666
O	12.9613	26.1922	36.4103	0.2627	0.002	0.2039
O	11.0293	28.3096	29.7435	-0.1771	0.2179	-0.3173
O	7.2014	2.8103	36.7627	-0.352	-0.2274	0.0487
O	8.5903	1.0185	35.5472	-0.1219	0.0446	0.3267
O	13.6011	2.7913	31.6925	-0.1598	0.0908	-0.1422
O	15.3684	0.0644	32.1126	0.0907	0.2624	-0.0547
O	13.5421	6.2321	36.8648	0.0601	-0.1648	0.021
O	12.9651	11.2624	35.1749	0.1696	0.0953	-0.0966
O	10.985	6.4617	37.1263	-0.1409	0.1526	0.0978
O	15.4153	8.0014	36.3847	-0.075	-0.0235	0.2224
O	11.7686	13.6829	35.1301	0.052	-0.006	0.2858
O	13.7041	15.878	34.6226	-0.1722	0.1499	0.189
O	14.6908	15.383	32.1802	0.0409	0.3337	-0.2471
O	14.4113	18.8258	32.3351	0.1339	-0.1398	-0.2214
O	11.8682	18.3816	33.0433	0.1891	-0.1543	0.1654
O	13.0747	19.5575	35.1759	0.0321	0.208	0.0132
O	16.0544	14.6873	34.2947	0.0929	0.1644	0.3247
O	1.4923	21.5813	30.4655	-0.0774	0.1586	-0.043
O	13.0115	29.9886	29.1867	-0.026	-0.0564	0.0219
O	8.9152	25.3424	34.5674	-0.205	0.2503	0.0995
O	14.8462	21.3241	31.5438	0.2268	0.3119	0.0256
O	0.9729	22.3329	32.9733	-0.1739	-0.1785	0.1593
O	12.3418	1.4549	36.2306	-0.0165	-0.3552	0.3104
O	12.4576	28.8698	36.6869	0.2476	0.155	-0.2076
O	11.3855	24.8329	34.7485	-0.0857	0.0873	-0.053
Si	0.056	32.7375	5.4379	0.0351	0.0669	-0.0014
Si	2.7464	2.6758	5.432	-0.017	0.0033	0.0127
Si	0.0317	5.3594	5.5004	-0.0974	-0.031	-0.0077
Si	2.852	8.1284	5.4526	0.0279	0.0243	0.0354
Si	0.0388	10.9428	5.4985	0.0606	0.0542	0.0447
Si	2.7594	13.7036	5.4711	-0.0124	-0.0625	-0.0185
Si	0.0205	16.4219	5.499	0.0133	-0.0079	0.0127
Si	2.7538	19.1589	5.5526	0.0325	-0.0236	-0.0065
Si	16.3649	21.9498	5.5826	-0.0336	-0.0008	-0.0008
Si	2.7124	24.6752	5.5941	0.0516	0.0435	-0.026
Si	16.3781	27.363	5.5103	-0.0204	-0.0991	-0.0067
Si	2.7728	30.072	5.4424	-0.005	0.0602	-0.1193
Si	5.5045	32.7474	5.463	-0.0492	-0.0273	0.0097
Si	8.249	2.6759	5.3114	0.0182	0.0004	-0.0682
Si	5.5719	5.4007	5.3759	-0.0022	0.0912	0.0443
Si	8.2734	8.1889	5.3498	-0.0153	0.0111	-0.0779
Si	5.5886	10.8847	5.3729	-0.0007	0.1194	-0.0513
Si	8.2149	13.7074	5.4068	-0.0419	-0.0272	0.0059
Si	5.493	16.4376	5.4687	0.0222	-0.028	-0.0026
Si	8.2652	19.1661	5.5345	0.0226	0.0618	-0.0236
Si	5.4639	21.9264	5.5725	-0.0062	-0.0081	0.0154
Si	8.1691	24.6971	5.5611	0.0338	-0.0082	0.0361
Si	5.4706	27.4204	5.4888	0.0785	0.0405	-0.0431
Si	8.2381	30.0432	5.4136	-0.0128	0.013	-0.0616
Si	10.9268	32.7268	5.4044	-0.0279	-0.0135	-0.0151
Si	13.7206	2.6181	5.4784	0.0045	0.0244	0.053
Si	10.9721	5.4261	5.3932	0.0018	0.0131	-0.0175
Si	13.7012	8.1338	5.439	-0.0851	-0.076	-0.0624
Si	10.9608	10.9478	5.4105	-0.0067	-0.0239	-0.0174
Si	13.6944	13.6954	5.4472	-0.0622	-0.0352	-0.0332
Si	10.9714	16.469	5.4664	0.0897	0.0914	-0.0152
Si	13.6477	19.1595	5.5328	-0.0141	-0.0373	-0.0023
Si	10.9329	21.9208	5.5451	0.0008	-0.0094	0.014
Si	13.6626	24.6473	5.4899	-0.0576	-0.0499	-0.0689
Si	10.918	27.4123	5.4671	0.1069	0.0283	-0.0678
Si	13.6449	30.0407	5.4629	-0.0439	-0.0355	-0.0264
Si	1.3773	1.3342	6.8232	-0.0591	0.0464	-0.0304
Si	4.1523	4.0655	6.756	-0.0148	0.0013	-0.0416
Si	1.426	6.7793	6.7974	0.0463	-0.0378	-0.0181
Si	4.1963	9.5492	6.7799	-0.0182	-0.0401	-0.0273
Si	1.4065	12.3183	6.8388	-0.0573	0.0239	0.0196
Si	4.1343	15.054	6.837	0.0346	-0.0324	-0.0134
Si	1.3686	17.7881	6.8851	-0.0102	0.0141	-0.0027
Si	4.1063	20.5336	6.9136	0.0085	-0.012	-0.0039
Si	1.3514	23.2927	6.9364	-0.0129	-0.024	0.0001
Si	4.1129	26.055	6.889	-0.0814	-0.0306	-0.0158
Si	1.3769	28.734	6.8367	-0.0198	-0.0096	-0.0388
Si	4.1276	31.4142	6.8404	0.0768	-0.0448	0.0202
Si	6.8734	1.3613	6.7596	-0.027	0.0234	-0.0053
Si	9.587	4.0486	6.7369	-0.0185	0.0544	-0.0333
Si	6.9096	6.8073	6.7386	0.0231	-0.0431	-0.0101
Si	9.5939	9.5643	6.7625	-0.0499	0.0471	0.0034
Si	6.8808	12.2984	6.7728	0.0209	-0.0461	0.0169
Si	9.59	15.0593	6.7918	0.02	-0.0418	-0.0339
Si	6.8608	17.7908	6.8548	-0.0276	-0.0168	-0.0216
Si	9.5821	20.5498	6.914	-0.0506	0.0213	-0.0131
Si	6.8287	23.2997	6.9213	-0.0044	-0.0054	-0.0248
Si	9.5733	26.0504	6.8759	-0.0789	-0.0101	0.0173
Si	6.8616	28.7456	6.8468	-0.0348	-0.0279	-0.0074
Si	9.572	31.4068	6.8138	0.0404	-0.0006	-0.021
Si	12.2912	1.2919	6.7971	-0.0257	0.0769	0.0124
Si	15.0551	4.0095	6.8464	0.1173	-0.0567	0.0578
Si	12.3128	6.7887	6.7974	0.0238	0.008	0.0016
Si	15.0561	9.5339	6.8043	0.016	0.0247	-0.0308
Si	12.3185	12.3097	6.7975	0.033	-0.0063	-0.0591
Si	15.0532	15.0394	6.8436	0.0553	-0.0134	-0.0069
Si	12.3029	17.7921	6.8937	0.0004	-0.0015	0.0167
Si	15.0093	20.536	6.902	-0.0211	0.0432	-0.0241
Si	12.3177	23.2793	6.8885	0.0592	-0.0656	-0.0281
Si	15.0179	26.0009	6.8813	-0.0064	0.0448	-0.0059
Si	12.2906	28.7208	6.8661	0.0031	-0.0031	0.0438
Si	15.0455	31.4083	6.8087	0.0317	-0.0314	-0.0093
Si	0.0232	2.6832	8.2146	-0.0117	0.0397	0.0178
Si	2.7507	32.7882	8.1908	-0.0139	-0.0027	-0.021
Si	0.039	8.1619	8.1494	0.0134	0.0442	-0.0026
Si	2.788	5.4199	8.156	-0.0498	0.0148	0.0104
Si	0.0188	13.6656	8.2018	-0.0034	-0.0246	0.0222
Si	2.7928	10.9131	8.1466	0.0193	0.04	0.0007
Si	16.3944	19.156	8.2416	0.0185	-0.0102	-0.0006
Si	2.7536	16.4054	8.2168	-0.0119	0.0119	-0.008
Si	16.379	24.6531	8.2757	0.0098	-0.0306	-0.005
Si	2.7233	21.8974	8.2654	-0.007	-0.015	0.0114
Si	16.402	30.0756	8.2114	-0.035	-0.0193	-0.0068
Si	2.7269	27.391	8.2452	0.0711	0.0161	-0.0031
Si	5.5023	2.7123	8.1453	0.0082	0.0242	-0.0016
Si	8.2117	32.8012	8.1625	0.0053	0.0052	-0.0084
Si	5.5387	8.1639	8.1377	-0.0071	0.0429	0.0039
Si	8.242	5.4316	8.1246	-0.0424	0.0041	0.0055
Si	5.4993	13.6481	8.1627	-0.0608	-0.0313	0.0032
Si	8.2355	10.9279	8.1459	0.032	0.0405	0.022
Si	5.4888	19.1489	8.2372	0.0366	0.063	0.0101
Si	8.2206	16.3975	8.1947	-0.0365	-0.0105	0.0012
Si	5.4515	24.664	8.2632	0.0154	-0.0255	0.0008
Si	8.1984	21.9116	8.2618	0.0004	-0.0209	0.0109
Si	5.4891	30.0834	8.2275	-0.0211	0.0199	0.0106
Si	8.1963	27.3847	8.2471	0.0406	-0.0042	-0.0069
Si	10.9388	2.699	8.1434	0.0046	-0.0232	-0.006
Si	13.6742	32.774	8.1843	0.0244	0.0352	-0.0233
Si	10.9455	8.1827	8.1407	0.0078	-0.021	0.0024
Si	13.6796	5.4202	8.1654	-0.0158	0.0186	-0.0088
Si	10.9467	13.6748	8.1624	-0.0044	-0.0023	0.0206
Si	13.6793	10.9167	8.1553	-0.015	-0.0129	0.016
Si	10.9391	19.1585	8.2561	0.0466	0.0183	0.0162
Si	13.6815	16.4012	8.2186	-0.0202	0.0064	0.0027
Si	10.9331	24.6528	8.2335	-0.0005	0.0004	-0.0192
Si	13.6584	21.903	8.2687	0.0035	0.0007	0.0075
Si	10.928	30.0829	8.2255	0.0109	-0.0037	-0.0062
Si	13.65	27.3601	8.2426	-0.016	-0.0343	-0.0054
Si	1.3933	4.0844	9.5371	0.0243	-0.0418	0.0156
Si	4.12	1.3692	9.5342	0.0044	-0.0093	-0.0006
Si	1.401	9.5487	9.5067	-0.0091	-0.0181	0.0104
Si	4.141	6.8165	9.5077	-0.0046	-0.0072	0.0061
Si	1.3827	15.029	9.5712	-0.0075	-0.0047	0.0042
Si	4.1306	12.2846	9.5324	0.0039	-0.0041	0.0149
Si	1.3593	20.5152	9.6139	-0.0044	0.0148	0.0082
Si	4.1138	17.7721	9.5873	-0.0094	-0.0168	-0.0015
Si	1.3631	26.0167	9.6162	-0.0305	-0.0062	0.0004
Si	4.091	23.2731	9.6175	-0.0182	0.0039	-0.0007
Si	1.3674	31.4475	9.5722	-0.0102	0.0062	-0.0066
Si	4.1079	28.7396	9.6054	-0.0066	-0.0218	-0.0004
Si	6.8558	4.0944	9.5109	-0.0093	0.0163	0.0056
Si	9.5708	1.3616	9.538	0.0003	0.0104	-0.004
Si	6.8709	9.5539	9.5147	-0.01	-0.0115	0.0037
Si	9.5824	6.8124	9.5094	0.0217	-0.0009	0.0029
Si	6.8493	15.0179	9.5463	0.0382	-0.0175	-0.0027
Si	9.5856	12.2951	9.5265	-0.0052	-0.0255	0.0101
Si	6.8369	20.5224	9.609	-0.0224	-0.0031	0.0077
Si	9.5668	17.7649	9.5836	-0.0097	0.0199	-0.0112
Si	6.8319	26.0161	9.6181	-0.0042	-0.0195	-0.0022
Si	9.5719	23.2788	9.6098	-0.014	-0.0193	-0.0095
Si	6.8478	31.4663	9.5712	-0.035	0	-0.0071
Si	9.5649	28.7376	9.6109	-0.0197	0.0011	0.0017
Si	12.2948	4.0719	9.5267	0.018	0.009	0.0088
Si	15.028	1.3431	9.5634	0.0181	0.008	0.0087
Si	12.3063	9.5502	9.5178	0.0018	0.0161	0.0088
Si	15.0504	6.8079	9.5156	0.0117	-0.027	0.0074
Si	12.3052	15.0225	9.5588	0.0232	-0.0031	-0.0091
Si	15.0427	12.2794	9.5372	0.0275	0.0026	0.0069
Si	12.2994	20.5215	9.6213	-0.0158	0.0055	0.0088
Si	15.0367	17.7689	9.5935	-0.0013	0.0031	-0.0097
Si	12.2941	25.9987	9.6189	0.0148	-0.009	-0.0061
Si	15.0285	23.2641	9.6317	0.0021	-0.0109	-0.0023
Si	12.3022	31.4445	9.5787	-0.0008	-0.0223	0.0093
Si	15.0318	28.7232	9.5945	0.0137	-0.0166	-0.0076
Si	16.3974	0.002	10.9402	-0.0173	-0.008	-0.0018
Si	2.7502	2.7294	10.9097	-0.0246	0.0325	0.0022
Si	0.0105	5.4521	10.8952	0.0048	0.0308	0.0068
Si	2.7587	8.179	10.8786	-0.0064	0.0155	0.004
Si	0.018	10.9043	10.8856	-0.0039	0.0174	0.0064
Si	2.7537	13.6413	10.9101	-0.0117	-0.0046	0.0084
Si	0.0055	16.3876	10.9401	0.0148	0.0215	0.0091
Si	2.7338	19.1314	10.9566	-0.0026	0.0172	0.0007
Si	16.3961	21.8817	10.982	0.0045	0.001	0.0086
Si	2.7191	24.6341	10.9819	0.0066	-0.0157	-0.0016
Si	16.3911	27.3695	10.9798	0.0047	-0.003	-0.0041
Si	2.7285	30.0995	10.959	0.0205	0.0029	-0.0055
Si	5.4706	0.0212	10.9283	0.0049	0.0009	0.0005
Si	8.2055	2.7366	10.9011	-0.0152	-0.0061	-0.0079
Si	5.4903	5.457	10.8893	-0.0125	0.0066	-0.0006
Si	8.2222	8.1828	10.8864	-0.0132	0.0089	0.0023
Si	5.4917	10.9091	10.8916	-0.0181	0.0109	0.008
Si	8.2126	13.6457	10.9082	-0.0084	0.0072	0.0042
Si	5.4798	16.3797	10.9269	-0.0173	0.0083	-0.0023
Si	8.1977	19.1294	10.952	0.0049	0.0045	0.0085
Si	5.4571	21.8862	10.9675	0.013	0.0013	0.0079
Si	8.1923	24.6335	10.974	0.0038	0.0106	-0.0011
Si	5.4583	27.3717	10.9834	-0.0133	-0.0095	-0.0033
Si	8.1953	30.107	10.9631	0.0305	-0.0016	-0.001
Si	10.9299	0.0139	10.9327	0.0205	0.0239	-0.0105
Si	13.6593	2.7257	10.9148	-0.0051	0.0003	0.0036
Si	10.9381	5.4532	10.8926	0.0043	0.0101	0.005
Si	13.6764	8.1799	10.8818	0.0043	0.0094	0.0034
Si	10.9426	10.9172	10.8933	0.0083	0.0135	0.0066
Si	13.6714	13.6413	10.9121	-0.0144	-0.0105	0.009
Si	10.9354	16.3843	10.9321	0.0044	0.0027	0.0058
Si	13.6664	19.1322	10.9625	0.0074	0.0097	0.0075
Si	10.9246	21.889	10.9721	0.0213	-0.0038	0.0065
Si	13.6555	24.6269	10.9873	-0.0023	-0.0149	-0.0055
Si	10.9237	27.3658	10.977	-0.007	-0.0195	-0.0059
Si	13.6618	30.0878	10.9577	0.0006	0.0078	-0.0134
Si	1.3612	1.3885	12.2847	0.0109	-0.0134	0.0004
Si	4.1072	4.1112	12.2655	0.0056	-0.0177	0.0062
Si	1.3719	6.8312	12.2556	-0.0105	-0.0192	0.0047
Si	4.1123	9.5501	12.2566	-0.0047	-0.0029	0.0035
Si	1.3747	12.2721	12.2648	-0.0019	-0.0009	0.0005
Si	4.1113	15.0067	12.2875	-0.005	-0.0025	0.0029
Si	1.3669	17.7518	12.3128	-0.0072	-0.0114	0.002
Si	4.0933	20.5031	12.3252	-0.017	0.0063	-0.0008
Si	1.3589	23.2522	12.3461	-0.0049	0.0027	0.0035
Si	4.0875	26	12.3455	0.0072	-0.0131	-0.0036
Si	1.3581	28.7407	12.3344	-0.0078	-0.0112	-0.0039
Si	4.0942	31.4783	12.3079	-0.0196	-0.0081	-0.0062
Si	6.8314	1.3945	12.2875	-0.0025	-0.0005	-0.0025
Si	9.5625	4.1067	12.273	0.0041	-0.001	-0.0007
Si	6.844	6.8314	12.2582	-0.0016	0.0057	0.0029
Si	9.5738	9.554	12.2641	0.0169	-0.0041	0.0055
Si	6.8432	12.2775	12.2723	0.003	-0.0141	0.0034
Si	9.5657	15.0107	12.2887	-0.0048	-0.0029	0.0002
Si	6.8314	17.7493	12.3055	0.002	0.0048	0.0041
Si	9.5584	20.4987	12.3171	-0.0129	-0.0032	-0.0033
Si	6.8231	23.254	12.3305	-0.004	-0.0151	-0.0052
Si	9.5552	25.9983	12.3396	-0.0054	-0.0118	-0.0103
Si	6.8253	28.7465	12.3366	-0.0145	-0.0015	-0.0076
Si	9.5632	31.4725	12.3221	-0.0117	-0.0135	-0.0006
Si	12.2875	1.3842	12.3011	-0.0017	-0.0079	0.0025
Si	15.0263	4.1062	12.272	0.0041	-0.0125	0.0046
Si	12.3004	6.8266	12.2599	0.0181	-0.0116	0.0039
Si	15.0394	9.5472	12.2559	0.0105	-0.0089	0.003
Si	12.2984	12.2773	12.2759	0.0177	-0.0054	0.0062
Si	15.0326	15.0074	12.2868	0.0005	-0.0022	-0.0059
Si	12.2933	17.7501	12.3068	0.0058	0.0091	-0.0013
Si	15.0301	20.4966	12.3322	0.0057	0.0036	-0.0045
Si	12.2919	23.2467	12.3416	-0.0039	0.006	-0.0032
Si	15.0265	25.9951	12.3448	-0.002	-0.0142	-0.0046
Si	12.293	28.7335	12.3343	-0.0018	-0.0169	-0.0072
Si	15.0235	31.4605	12.3183	0.0055	-0.0169	0.003
Si	16.3875	2.7497	13.6507	0.0066	0.0109	-0.0015
Si	2.7206	0.0397	13.6661	-0.0116	-0.0002	-0.0028
Si	16.4002	8.1868	13.6347	-0.0017	0.0124	0.0031
Si	2.7311	5.4715	13.6317	-0.0134	0.0134	-0.0007
Si	0.0003	13.6295	13.6386	0.0056	-0.005	0.0006
Si	2.7389	10.9064	13.634	-0.0073	0.0135	0.0029
Si	16.3937	19.1106	13.6836	0.0025	0.0239	0.0035
Si	2.7368	16.3663	13.6577	-0.0026	0.0122	0.001
Si	16.3859	24.6164	13.7101	-0.0047	0	-0.0067
Si	2.7246	21.8654	13.6999	0.0025	0.0014	-0.0006
Si	16.3886	30.1081	13.693	-0.0108	-0.0057	0.0004
Si	2.7143	27.3688	13.7058	0.0015	-0.0033	-0.0062
Si	5.4583	2.7575	13.6499	-0.0046	0.0139	0.0022
Si	8.1856	0.0395	13.6737	-0.0053	0.0047	-0.0024
Si	5.4753	8.1918	13.6304	-0.0159	-0.0028	0.0028
Si	8.1932	5.4711	13.6408	-0.0079	0.0089	0.0021
Si	5.475	13.6343	13.6526	0.0015	0.0052	0.009
Si	8.2045	10.9128	13.6424	-0.016	0.0058	0.0013
Si	5.4589	19.1143	13.6729	-0.0076	0.0096	0.001
Si	8.1952	16.3697	13.6622	0.0109	0.0039	0.0068
Si	5.4519	24.6175	13.7002	-0.0077	0.0031	-0.0039
Si	8.1843	21.8619	13.6773	0.0012	0.005	-0.0026
Si	5.4499	30.1193	13.6877	-0.0096	0.001	-0.0019
Si	8.1863	27.3691	13.699	0.0128	-0.009	0.0001
Si	10.9158	2.7535	13.6626	0.0112	-0.0031	0.0012
Si	13.6493	0.0245	13.6769	0.0074	0.0077	-0.008
Si	10.9306	8.1861	13.637	0.0008	0.0167	0.0005
Si	13.6558	5.4708	13.6466	-0.0087	0.0199	0.0033
Si	10.9257	13.6355	13.6518	0.0066	0.0024	0.0034
Si	13.6641	10.9032	13.6339	0.0002	0.0173	-0.0011
Si	10.9184	19.1125	13.6717	0.0043	0.0186	0.0101
Si	13.6557	16.3652	13.6579	0.0088	0.0063	0.0036
Si	10.9165	24.6152	13.6928	0.0099	-0.0014	-0.0025
Si	13.6539	21.8587	13.6942	0.0058	-0.0065	0.0007
Si	10.9233	30.1043	13.6946	0.0185	-0.0088	-0.004
Si	13.6545	27.3645	13.701	0.0091	-0.0054	-0.0061
Si	1.3516	4.123	15.0089	-0.0194	-0.0134	0.0061
Si	4.0791	1.4146	15.0265	-0.0043	-0.0107	-0.0011
Si	1.3634	9.5509	15.0071	-0.0111	-0.0032	-0.0034
Si	4.0971	6.8379	14.9965	0.0055	0.0013	0.0003
Si	1.3666	14.9892	15.0116	-0.0117	0.0007	-0.0027
Si	4.1017	12.2661	15.0143	-0.0337	-0.0259	-0.0029
Si	1.3583	20.4753	15.0524	-0.0067	0.0125	-0.0017
Si	4.0988	17.7295	15.0306	-0.0208	0	0.001
Si	1.3449	25.9962	15.072	-0.0067	-0.0193	-0.001
Si	4.0912	23.2368	15.0665	0.0056	0.0054	-0.0048
Si	1.3438	31.4992	15.0408	0.0333	-0.0065	-0.0035
Si	4.077	28.7577	15.0532	0.0083	-0.0111	-0.004
Si	6.8139	4.1257	15.0166	-0.0025	-0.021	0.0003
Si	9.5398	1.4086	15.0449	0.0001	-0.0049	0.0062
Si	6.8325	9.5542	15.0112	0.0088	0.013	0.0069
Si	9.5502	6.8368	15.013	0.017	-0.0069	0.0041
Si	6.8364	14.9969	15.0325	-0.0173	0.002	0.0051
Si	9.5557	12.2772	15.0265	0.0065	-0.0026	0.0048
Si	6.8216	20.4845	15.0384	0.0099	0.0043	0.0003
Si	9.5522	17.7366	15.0341	-0.0065	-0.0016	0.0062
Si	6.8178	25.9934	15.0568	-0.0164	-0.0051	-0.0085
Si	9.5512	23.2268	15.0373	-0.0188	0.0016	-0.0144
Si	6.8062	31.4993	15.049	0.0236	-0.0225	-0.0068
Si	9.5493	28.7428	15.0609	-0.0063	-0.0141	-0.0064
Si	12.2726	4.127	15.029	0.0158	-0.0157	0.0011
Si	15.01	1.403	15.0331	-0.0278	-0.0402	-0.0028
Si	12.2879	9.5513	15.0126	0.0317	-0.0056	0.0039
Si	15.0185	6.841	15.017	0.0176	-0.0091	0.0071
Si	12.2819	15.0019	15.0246	0.0081	-0.0029	0.0048
Si	15.0261	12.2684	15.0034	0.003	-0.0006	-0.0052
Si	12.2811	20.4744	15.0415	0.0164	0.0093	-0.0023
Si	15.0172	17.7267	15.0296	-0.0022	-0.0024	-0.0044
Si	12.2789	25.9891	15.0506	-0.0127	-0.0234	-0.0141
Si	15.017	23.2277	15.0602	0.0006	0.0054	-0.0052
Si	12.2828	31.4774	15.0604	-0.0146	-0.0112	-0.0064
Si	15.0189	28.7426	15.0577	-0.005	-0.0059	-0.0073

Results
total energy: -236488.189 eV
total energy less fixed offsets of O -438.35, Si -107.03 eV per atom: 19.511 eV
